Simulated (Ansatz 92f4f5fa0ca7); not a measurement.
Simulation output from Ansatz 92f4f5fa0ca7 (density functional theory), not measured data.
Periodic cell of 237 atoms, Si145O90P2, from a study of silicon, its oxide and their interface. The atomic structure is a simulated model.
Doubt: the cutoff is far below the 930 eV that the study's wrapper takes by default for these files, so forces and energies are approximate.
This geometry differs little from another in the collection (a relaxation step or a small displacement).

Settings: functional PBE; potential files Ansatz PAW; basis plane waves; wave-function cutoff 580 eV; density cutoff ratio 5; exchange-correlation grid ratio 1; k mesh 1 x 1 x 1, Gamma-centred; self-consistency stop 5e-08 eV per atom in the density residual; occupations fixed; spin none; net charge 0.

Cell vectors (angstrom)
a	11.6015	0	0
b	0	10.938	0
c	0	0	32.0622

Atoms: element, x, y, z (angstrom)
Si	-0.2097	-0.0778	23.2704
Si	3.6671	0.1886	23.1046
Si	7.5402	-0.138	23.4435
Si	1.6774	1.3557	23.4107
Si	5.7245	1.4043	23.1809
Si	9.4336	1.2206	23.3582
Si	0.1337	5.2967	23.4673
Si	4.1044	5.2886	23.3834
Si	8.009	5.6098	23.5255
Si	2.1339	6.5645	23.3491
Si	5.9387	6.7712	23.4825
Si	9.9917	6.8611	23.5832
Si	1.8954	2.6566	25.3737
Si	5.8237	2.6563	25.2468
Si	9.618	2.6883	25.2557
Si	11.5896	3.9987	25.3965
Si	3.8825	3.9689	25.315
Si	7.7312	4.0993	25.3355
Si	1.964	8.1375	25.1796
Si	5.7678	8.1617	25.3732
Si	9.6997	8.2557	25.4197
Si	11.6303	9.5491	25.2577
Si	3.8578	9.5776	25.0739
Si	7.6813	9.5167	25.4044
Si	11.6421	-0.0149	27.2
Si	3.8944	-0.0589	27.1209
Si	7.7513	-0.018	27.2804
Si	1.9786	1.3075	27.2741
Si	5.8208	1.3208	27.2
Si	9.6875	1.3301	27.2016
Si	11.5873	5.4674	27.243
Si	3.8398	5.4171	27.2117
Si	7.7063	5.4574	27.2654
Si	1.9322	6.8234	27.176
Si	5.7533	6.7933	27.2784
Si	9.6481	6.812	27.2776
Si	1.9437	2.7209	29.1716
Si	5.791	2.709	29.1387
Si	9.6786	2.7205	29.1411
Si	0.0099	4.0929	29.1668
Si	3.8643	4.0871	29.1658
Si	7.7292	4.0752	29.1751
Si	1.9392	8.1866	29.1344
Si	5.7868	8.193	29.1777
Si	9.6698	8.2022	29.1833
Si	0.006	9.5613	29.1474
Si	3.8682	9.5674	29.1238
Si	7.73	9.5469	29.1901
Si	0	0	31.0965
Si	3.8672	0	31.0965
Si	7.7343	0	31.0965
Si	1.9336	1.3673	31.0965
Si	5.8008	1.3673	31.0965
Si	9.6679	1.3673	31.0965
Si	0	5.469	31.0965
Si	3.8672	5.469	31.0965
Si	7.7343	5.469	31.0965
Si	1.9336	6.8362	31.0965
Si	5.8008	6.8362	31.0965
Si	9.6679	6.8362	31.0965
Si	1.9336	2.7345	0.9679
Si	5.8008	2.7345	0.9679
Si	9.6679	2.7345	0.9679
Si	0	4.1018	0.9679
Si	3.8672	4.1018	0.9679
Si	7.7343	4.1018	0.9679
Si	1.9336	8.2035	0.9679
Si	5.8008	8.2035	0.9679
Si	9.6679	8.2035	0.9679
Si	0	9.5708	0.9679
Si	3.8672	9.5708	0.9679
Si	7.7343	9.5708	0.9679
Si	11.6072	0.0065	2.914
Si	3.8514	-0.0057	2.9426
Si	7.7475	0.0058	2.8861
Si	1.9357	1.3694	2.8963
Si	5.8189	1.3372	2.8521
Si	9.6677	1.3715	2.9124
Si	11.5982	5.4807	2.897
Si	3.8822	5.4828	2.8983
Si	7.7542	5.538	2.8816
Si	1.9339	6.8352	2.9085
Si	5.7991	6.8675	2.9038
Si	9.686	6.8845	2.933
Si	1.9964	2.7278	4.8277
Si	5.97	2.7856	4.6927
Si	9.6555	2.7864	4.8213
Si	11.623	4.082	4.8054
Si	3.9791	4.0415	4.7714
Si	7.8222	4.2561	4.8472
Si	1.9148	8.1674	4.8737
Si	5.7706	8.292	4.7991
Si	9.6573	8.2884	4.8853
Si	11.6217	9.6232	4.8862
Si	3.8048	9.5849	4.9052
Si	7.7184	9.646	4.8595
Si	11.576	0.1741	6.7792
P	3.7464	-0.2281	6.9828
Si	7.6301	0.0859	6.8213
Si	2.1029	1.3386	6.7523
P	5.6522	1.2196	6.3029
Si	9.6224	1.5211	6.8281
Si	11.5131	5.4824	6.6997
Si	4.001	5.3632	6.7194
Si	7.7273	5.6603	6.8056
Si	1.9886	6.5718	6.6658
Si	5.7916	6.9535	6.7159
Si	9.722	7.0152	6.8909
O	9.8867	7.9795	8.2694
O	7.4169	10.0683	8.1863
O	7.3909	4.6986	8.1299
O	2.8393	10.1499	8.3725
O	2.1944	7.2768	8.1416
O	4.0824	4.4685	8.1472
O	9.7385	2.4583	8.2067
O	2.6052	2.2799	8.0575
O	11.373	4.5694	8.0786
O	5.3412	2.2143	7.5792
O	5.7773	7.9241	8.0765
O	11.2612	10.2841	8.1699
O	11.242	10.0821	21.7874
O	3.2445	10.6889	21.5264
O	5.7092	7.8149	22.1986
O	4.2168	4.4461	21.9322
O	7.6661	9.68	22.1863
O	10.3319	7.6512	22.1624
O	1.601	2.37	22.0974
O	5.9268	2.4269	21.8609
O	8.4085	4.6768	22.2057
O	-0.1232	4.3971	22.0717
O	2.2993	7.3365	21.8961
O	9.1226	1.8501	21.8496
Si	1.878	7.6185	9.6713
Si	5.0107	0.5849	17.6738
Si	2.4191	5.4061	14.069
Si	10.4593	3.878	14.0465
Si	8.219	2.3466	15.2502
Si	9.5379	2.2152	20.323
Si	10.4763	3.6488	9.068
Si	-0.0435	2.3166	11.572
Si	10.9337	8.1067	15.4398
Si	5.1134	6.9226	13.9792
Si	5.732	2.5789	11.0596
Si	8.5603	7.6268	19.3999
Si	8.1057	4.817	20.6153
Si	5.8943	9.5759	15.1945
Si	2.0917	7.6353	20.3144
Si	1.8696	4.883	18.7934
Si	4.4421	3.4365	17.9974
Si	8.4469	8.9125	16.8487
Si	0.7466	9.4698	13.3482
Si	9.865	10.6306	11.7293
Si	5.3357	3.6972	20.9948
Si	0.5091	5.4662	16.2854
Si	10.74	9.0938	9.1347
Si	6.5452	8.8848	21.2981
Si	7.0187	7.1615	11.441
Si	2.575	0.7128	12.2953
Si	10.8747	8.6773	21.0237
Si	5.9837	4.3229	15.6054
Si	7.0354	0.4646	12.959
Si	4.0949	2.8575	8.4524
Si	0.7719	6.7311	11.9751
Si	6.3927	9.0899	9.0387
Si	0.638	3.2705	21.1535
Si	9.6648	6.5403	12.9339
Si	7.6942	4.5653	9.7253
Si	3.986	10.0603	20.2015
Si	4.1819	3.0387	13.4799
Si	3.6057	9.9041	9.8206
Si	8.0178	0.7617	18.029
O	11.3843	3.296	12.8507
O	9.3194	4.4922	9.8724
O	8.7791	3.5681	19.8458
O	4.0139	-0.0578	18.7978
O	11.2418	4.4925	15.3287
O	9.8569	9.74	10.3504
O	3.7008	1.5136	13.165
O	0.5812	8.9946	14.8959
O	6.4414	1.0164	18.3648
O	4.7326	3.1653	19.585
O	6.2219	1.1574	11.7142
O	0.4849	8.4607	9.7754
O	5.5554	4.3371	17.1896
O	8.3372	7.2448	12.3708
O	4.4857	2.4868	9.9904
O	2.0153	5.5617	15.638
O	3.2356	-0.0126	11.0093
O	5.7807	7.1909	12.506
O	2.261	6.3643	19.3271
O	0.5722	4.8953	17.8066
O	8.3615	10.6657	12.355
O	5.2027	10.0504	9.5839
O	0.5869	8.2262	20.1743
O	9.6923	2.5856	14.6444
O	1.907	10.5938	13.3293
O	9.9181	9.1077	16.2
O	6.0986	10.3264	13.7539
O	7.3894	1.5738	14.0919
O	1.6177	3.9579	20.0835
O	5.8998	5.7865	14.8767
O	7.3245	8.9458	15.6803
O	1.4312	1.6746	11.6857
O	7.0357	8.4011	10.3731
O	4.2893	1.9853	17.2509
O	7.0283	3.2019	10.3047
O	11.4644	6.9509	16.4408
O	8.1703	10.1055	17.8859
O	3.1728	8.4027	10.2762
O	7.5195	3.7887	15.5434
O	3.0645	4.2641	17.9043
O	2.8208	3.8974	13.6421
O	1.2325	8.2248	12.4319
O	1.0891	5.737	13.2062
O	4.9541	8.2886	14.8622
O	11.1595	2.3785	20.3127
O	10.9037	10.0039	12.8132
O	5.1615	3.5384	12.26
O	5.0268	3.2287	14.8519
O	6.4745	4.7883	20.5309
O	8.3817	1.4944	16.623
O	10.351	1.2232	11.455
O	10.7702	6.6181	11.7308
O	3.2524	8.6634	19.8386
O	1.6135	6.321	10.6363
O	7.1502	8.1075	20.0281
O	8.4264	7.5578	17.7695
O	3.6041	6.4237	13.6759
O	9.4366	4.9937	13.4089
O	5.5327	9.9809	20.6881
O	10.1495	7.4105	14.205
O	8.8032	6.12	19.9516
O	7.0441	5.7904	10.5651
O	5.249	10.5392	16.3684
O	9.0422	1.1227	19.2342
O	11.5375	3.1233	10.1661
O	9.7147	8.6838	19.876

Results
free energy: -144870.946 eV
free energy less fixed offsets of O -568.88, P -755.39, Si -635.61 eV per atom: 2.484 eV

Forces (eV/angstrom), in the order of the atoms: element, x, y, z
Si	-0.0017	-0.0005	0.0001
Si	-0.0013	-0.0018	0.0018
Si	-0.0003	0.0013	0.0016
Si	0.0005	-0.0018	-0.0009
Si	0.0006	-0.0003	-0.0036
Si	-0.0002	0.0004	0.0017
Si	-0.0034	-0.0015	0.002
Si	-0.0006	0.0001	-0.0011
Si	-0.0003	-0.0013	-0.003
Si	-0.0022	0.0005	-0.0047
Si	-0.0002	0.0012	-0.0012
Si	0.0016	0	-0.0045
Si	0.0001	-0.0012	-0.001
Si	0.0005	0.0003	-0.001
Si	-0.0001	-0.0004	-0.0013
Si	0.0011	-0.001	0
Si	-0.0008	0.0001	0.0003
Si	0.0012	0.0017	0
Si	-0.0009	-0.0006	-0.0001
Si	-0.0002	0.0004	0.0012
Si	-0.0019	0.0008	0.0005
Si	-0.0002	0.0004	-0.0015
Si	0.0007	0.0009	-0.0005
Si	-0.0003	0.0007	-0.0001
Si	-0.0008	-0.0007	-0.0004
Si	-0.0001	-0.0006	-0.0011
Si	0.0003	-0.0009	0.0012
Si	0	0.0003	0.0006
Si	-0.0008	-0.001	-0.0004
Si	-0.0003	0	0.0001
Si	-0.0003	0.0006	0.0003
Si	-0.0002	-0.0001	-0.0004
Si	-0.0002	0.0001	-0.0001
Si	0.0002	-0.0004	-0.0002
Si	0.0003	-0.0001	0.0009
Si	-0.0009	0.0011	0.0006
Si	-0.0021	-0.0011	0.0001
Si	-0.001	0.0013	0.0023
Si	-0.002	0.0002	0.0016
Si	-0.0001	-0.0003	0
Si	0.0005	0.0007	-0.0006
Si	-0.0003	-0.0006	-0.0026
Si	-0.0003	-0.0006	-0.0002
Si	0.0005	-0.0003	-0.0019
Si	0.0006	-0.0003	-0.0025
Si	-0.0001	0.0008	0.0022
Si	-0.0022	0.004	0.0045
Si	-0.0023	0.0001	-0.0001
Si	0.0565	0.0068	-0.0783
Si	-0.0237	0.0256	-0.2142
Si	-0.0288	0.0347	0.1046
Si	-0.0079	-0.0685	0.0731
Si	-0.0117	-0.0129	-0.1196
Si	0.0089	-0.0694	-0.0997
Si	0.0113	-0.0178	0.0139
Si	0.0235	0.0053	-0.025
Si	-0.008	-0.047	-0.0007
Si	0.0065	-0.0387	-0.1227
Si	-0.0247	-0.089	0.1232
Si	0.042	-0.1385	0.1408
Si	-0.0008	0.0343	0.0147
Si	-0.0328	0.0284	-0.2074
Si	0.0291	0.0324	0.0699
Si	-0.0273	0.0588	-0.0093
Si	0.0168	0.0197	0.0035
Si	0.0344	0.1294	0.1446
Si	0.0332	0.0246	0.0462
Si	-0.0328	0.0889	-0.0665
Si	0.0737	0.1296	0.0538
Si	-0.0504	0.0072	0.0348
Si	0.0039	-0.0274	0.1316
Si	0.0775	-0.0862	-0.0127
Si	-0.0027	-0.0013	-0.0007
Si	0.0055	-0.0165	-0.0019
Si	0.0024	-0.0039	0.0061
Si	-0.0011	-0.0013	-0.0047
Si	0.0006	0.0003	0.0072
Si	-0.0031	-0.0005	-0.0015
Si	-0.0031	-0.0013	-0.0079
Si	-0.0051	0.0067	-0.0069
Si	0.0052	-0.0039	-0.0007
Si	-0.0026	0.0011	0.0091
Si	0.0047	-0.0062	0.0012
Si	0.0036	-0.0025	0.0026
Si	-0.0031	0.005	0.0098
Si	0.008	0.0228	-0.0111
Si	-0.0054	0.0019	0.0023
Si	-0.0038	0.0054	-0.0015
Si	0.0016	0.0045	-0.0027
Si	-0.0152	0.0107	-0.0038
Si	0.0023	0.0053	-0.009
Si	-0.0066	0.0106	-0.0033
Si	-0.0007	0.003	-0.0081
Si	-0.0014	-0.0042	0.0071
Si	-0.0003	-0.0136	-0.0076
Si	-0.0042	-0.0055	0.0021
Si	0.0042	-0.0048	0.0061
P	0.0167	0.0407	-0.0765
Si	-0.0213	0.0108	-0.0134
Si	-0.0051	0.0026	0.0014
P	0.0129	-0.0501	0.0192
Si	0.0008	-0.0043	0.004
Si	0.0036	-0.0014	0.0057
Si	0.0037	-0.011	0.003
Si	0.0073	-0.0058	0.0004
Si	-0.007	0.0071	-0.0091
Si	-0.0028	0.0001	-0.0114
Si	-0.0026	0.01	0.0007
O	-0.0007	-0.0003	-0.0016
O	0.0274	-0.0017	-0.0028
O	-0.0019	0.0006	-0.0046
O	-0.0406	-0.0146	0.0416
O	-0.0045	0.0056	0.0225
O	-0.0015	0.0131	0.0012
O	-0.0015	0.0023	-0.0038
O	-0.0031	-0.0113	-0.0019
O	0.0016	0.0064	-0.0034
O	0.0296	-0.0055	-0.0172
O	-0.0182	-0.0248	-0.016
O	0.0002	-0.0037	-0.001
O	-0.0016	-0.0037	-0.0009
O	0.0002	-0.0004	-0.0004
O	0.0044	0.0046	-0.0032
O	-0.0012	0.0005	0.0001
O	-0.0015	-0.0018	-0.0007
O	0.0035	0.0008	0.0008
O	-0.0031	0.0045	-0.0019
O	-0.0012	-0.0007	0.0011
O	-0.0008	0.0014	-0.0001
O	0.0039	-0.0083	-0.0016
O	-0.004	-0.0004	-0.0088
O	-0.0006	0.0005	0.0002
Si	-0.0082	0.0022	0.0071
Si	-0.0011	0.0014	0.0013
Si	-0.0061	-0.0066	0.0045
Si	-0.0001	-0.0023	-0.0025
Si	0.0028	0.0001	0.0034
Si	-0.0028	-0.001	0.0009
Si	0.0007	-0.0061	0.0072
Si	0.0043	0.0078	0.0017
Si	-0.0014	-0.0036	0.0033
Si	-0.004	-0.001	0.0017
Si	0.0035	-0.0114	-0.0006
Si	-0.0039	-0.0006	0.0002
Si	-0.0023	0.001	0.0013
Si	-0.0007	0	-0.0003
Si	0.0009	0.0018	0.0006
Si	0.0026	-0.0019	0.006
Si	-0.0025	0.0024	0.0005
Si	-0.0005	0.0004	0.0015
Si	-0.0057	-0.0038	-0.0014
Si	0.0014	0.0012	-0.0028
Si	-0.0006	0.0004	-0.0006
Si	0.0002	0.0015	-0.0026
Si	0.0032	0.0014	0.0033
Si	-0.0026	-0.0046	-0.0054
Si	0.0027	-0.0015	0.0096
Si	-0.0009	0.0015	-0.0027
Si	-0.0019	0.0001	0.0003
Si	0.0003	-0.0006	0.0006
Si	-0.0013	0.0021	0.0019
Si	-0.0074	0.0084	0.006
Si	-0.0032	0.0013	0.0143
Si	0.0041	0.0296	0.0162
Si	0.004	0.0063	-0.0039
Si	-0.0007	-0.0018	0.0007
Si	0.0018	-0.0031	0.0032
Si	-0.0014	0.0003	-0.0004
Si	-0.0023	0.0058	0.0032
Si	0.0084	0.0049	0.0298
Si	-0.0017	-0.0032	-0.002
O	-0.0019	-0.0035	-0.0061
O	-0.0048	0.0013	-0.0009
O	0.0001	-0.0003	0.0001
O	0	-0.0014	0.0008
O	-0.0015	0.0005	-0.003
O	0.002	0.0023	-0.0011
O	-0.0025	-0.0045	-0.0053
O	-0.0003	0.0019	-0.0009
O	0.0004	-0.0007	-0.001
O	-0.0015	0.0007	0.0002
O	0.0006	0.0016	0.0003
O	0.0076	-0.0015	-0.0159
O	-0.0025	-0.0012	-0.0018
O	-0.0075	-0.0007	-0.004
O	-0.0213	-0.0041	0.0146
O	-0.0031	-0.0027	-0.0092
O	-0.0125	0.0105	0.0159
O	0.0019	-0.0011	0.0009
O	-0.0031	-0.0062	-0.0001
O	-0.002	0.0012	0.0007
O	-0.0004	-0.0009	-0.0008
O	0.0168	0.0083	-0.0044
O	0.0016	-0.0003	0.0048
O	-0.0055	0.0031	-0.0014
O	-0.0002	0.0014	-0.0036
O	-0.0019	-0.0005	0.001
O	-0.0004	-0.002	0.0016
O	0.0003	-0.0031	0.0002
O	-0.005	0.0057	-0.0002
O	-0.0016	-0.0022	-0.0001
O	-0.0024	-0.0001	-0.0008
O	-0.0106	0.0032	0.0041
O	0.0099	-0.0052	0.0129
O	0.0001	-0.0001	0.0001
O	0.0039	-0.0013	-0.0019
O	-0.0008	-0.0008	-0.0027
O	-0.0007	0.0033	-0.0001
O	-0.0293	-0.0253	-0.0004
O	-0.0032	-0.0013	0.0007
O	-0.0042	-0.0003	0.0047
O	-0.0001	0.0104	-0.0006
O	-0.0032	-0.0002	-0.0012
O	0.003	0.0006	0.0025
O	-0.0002	-0.0008	-0.001
O	0.0021	0.0009	0.0018
O	0.0001	0.0003	-0.0001
O	-0.0013	0.0062	0.0099
O	-0.0018	0.0006	-0.0009
O	-0.001	-0.0029	-0.0003
O	-0.0021	0.0034	-0.0054
O	-0.0065	-0.004	-0.002
O	-0.0027	-0.0005	-0.0003
O	-0.0046	-0.0071	0.0023
O	0.0068	0.0009	-0.0099
O	-0.0006	0.0017	0.008
O	-0.0022	-0.0006	0.0029
O	0.0005	-0.0024	0.0002
O	0.0042	-0.0036	0.0018
O	0.0027	-0.0045	0.0016
O	-0.0013	0.0006	-0.0006
O	-0.001	0.0036	-0.0018
O	-0.0015	0.0024	-0.0008
O	-0.0003	-0.0012	-0.0013
O	-0.0012	-0.002	0.0014
O	0.0005	-0.0054	0.0116
O	0.0011	-0.0003	0.0011

The program warned: the cutoff lies below the one the program advises for these potential files; the forces do not sum to zero within the program's tolerance; the exchange-correlation potential is rough where the density is thin.
